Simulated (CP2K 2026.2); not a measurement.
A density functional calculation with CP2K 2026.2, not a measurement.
Periodic cell of 504 atoms, Si360O144, from a study of silicon, its oxide and their interface. The atomic structure is a simulated model.
Doubt: the forces sum to 1.50 eV/angstrom along one axis rather than to zero, so they err by at least 0.0030 eV/angstrom per atom on average; the grid cutoff is modest.

Settings: functional PBE; method Gaussian and plane waves; basis set DZVP-MOLOPT-SR-GTH; pseudopotentials GTH-PBE; grid cutoff 300 Ry, relative cutoff 40 Ry; k points Gamma only; occupations fixed; spin none; net charge 0.

Cell vectors (angstrom)
a 16.32 0 0
b 0 16.32 0
c 0.3413 5.2803 33.1176

Atoms and the computed forces on them: element, x, y, z (angstrom), force x, y, z (eV/angstrom)
Si 1.279 -1.058 0.105 0.231 -0.372 0.594
Si 3.712 1.614 0.148 0.302 -0.191 0.721
Si 1.514 3.871 0.16 -0.081 0.297 0.685
Si 4.074 7.123 0.035 -0.035 -0.234 0.648
Si 1.656 -7.193 -0.073 -0.039 0.189 0.703
Si 4.412 -4.28 0.047 -0.277 0.055 0.704
Si 6.923 -1.618 0.028 -0.236 0.432 0.612
Si 9.279 1.819 -0.007 0.127 -0.343 0.734
Si 6.847 3.775 0.189 -0.024 0.23 0.657
Si 9.728 6.479 0.021 -0.086 0.199 0.76
Si 6.583 9.796 0.155 0.139 -0.043 0.748
Si -7.022 -3.793 0.053 0.325 -0.314 0.636
Si -3.881 -1.597 0.081 -0.098 0.248 0.686
Si -0.974 1.18 -0.083 -0.406 0.268 0.604
Si -4.44 4.213 0.045 0.257 -0.028 0.671
Si -1.486 7.024 0.027 0.046 -0.215 0.715
Si -3.725 -7.101 0.184 -0.095 0.024 0.702
Si -1.628 -3.809 0.14 0.184 -0.109 0.735
Si 2.688 0.062 1.561 0.015 0.015 -0.044
Si 5.391 2.583 1.487 -0.015 -0.009 -0.032
Si 2.801 5.501 1.268 0.016 0.016 -0.037
Si 5.437 8.274 1.501 0.012 0.017 -0.051
Si 2.723 -5.47 1.208 0.009 -0.005 -0.08
Si 5.424 -2.709 1.437 0.016 -0.011 -0.054
Si 8.162 0.052 1.176 0.007 0.005 -0.046
Si -5.555 2.802 1.513 -0.029 -0.011 -0.058
Si 8.085 5.432 1.351 0.002 -0.01 -0.051
Si -5.399 8.052 1.352 -0.006 -0.005 -0.052
Si 8.226 -5.421 1.373 -0.002 0.025 -0.061
Si -5.426 -2.73 1.395 0.004 0.001 -0.032
Si -2.713 0.11 1.202 0.012 -0.008 -0.068
Si 0.008 2.681 1.456 0.015 0.012 -0.052
Si -2.728 5.386 1.214 0.004 0.014 -0.05
Si 0.081 8.127 1.38 -0.017 0.013 -0.059
Si -2.662 -5.455 1.448 0.003 -0.008 -0.033
Si 0.067 -2.701 1.313 -0.011 0.018 -0.042
Si 1.318 1.378 2.893 -0.005 0.004 0.03
Si 4.075 4.104 2.712 -0.027 -0.003 0.019
Si 1.41 6.756 2.723 0.004 -0.022 0.014
Si 4.014 9.592 2.768 -0.018 0.024 0.044
Si 1.389 -4.116 2.636 -0.001 -0.013 0.011
Si 4.072 -1.362 2.784 0.007 -0.007 0.014
Si 6.811 1.247 2.741 0.042 -0.011 -0.003
Si 9.409 4.135 2.834 -0.005 0.032 0.016
Si 6.798 6.825 2.733 0.003 -0.014 0.009
Si 9.562 -6.847 2.677 0.006 -0.001 0.016
Si 6.844 -4.061 2.758 -0.007 -0.015 0.031
Si -6.808 -1.291 2.643 -0.015 0.001 0.026
Si -4.087 1.381 2.663 0.011 -0.026 0.001
Si -1.409 4.073 2.673 0.008 0.041 0.021
Si -4.042 6.712 2.712 -0.015 -0.03 0.033
Si -1.251 -6.793 2.749 -0.016 -0.027 0.022
Si -4.1 -4.124 2.752 0.028 0.022 0.027
Si -1.346 -1.288 2.635 0.01 0.039 0.014
Si -0.056 -0.017 4.142 -0.012 -0.014 0.016
Si 2.726 2.774 4.128 0.002 -0.023 0.011
Si -0.006 5.412 4.046 0.026 -0.012 -0.013
Si 2.707 8.165 4.102 -0.001 0.018 -0.013
Si 0.058 -5.418 4.092 0.018 0.004 0.019
Si 2.703 -2.758 4.067 -0.029 -0.007 -0.003
Si 5.459 -0.048 4.138 0.014 -0.005 0.008
Si 8.101 2.685 4.116 0.004 0.01 -0.002
Si 5.439 5.446 4.084 0.01 0.001 -0.009
Si 8.179 -8.152 4.073 0.012 0.004 0.02
Si 5.438 -5.406 4.1 -0.006 0.005 -0.009
Si 8.192 -2.669 4.067 0.006 -0.002 0.004
Si -5.432 0.015 4.037 -0.018 -0.003 0.012
Si -2.75 2.727 4.06 -0.001 -0.012 -0.01
Si -5.446 5.445 4.123 -0.007 0.009 -0.011
Si -2.683 8.135 4.041 0.003 -0.007 -0.023
Si -5.444 -5.484 4.089 -0.022 0 0.021
Si -2.706 -2.689 4.017 0.013 -0.006 -0.03
Si 1.353 -1.334 16.337 0.007 -0.002 -0.01
Si 4.068 1.392 16.408 0.012 -0.007 0.013
Si 1.402 4.067 16.343 -0.005 0.005 -0.001
Si 4.085 6.786 16.295 0.003 -0.004 -0.002
Si 1.339 -6.801 16.302 0.002 -0.003 -0.007
Si 4.066 -4.063 16.308 -0.004 -0.004 -0.009
Si 6.777 -1.336 16.312 0.012 0.004 -0.005
Si -6.833 1.335 16.295 0.001 0 -0.007
Si 6.779 4.068 16.32 -0.011 -0.011 0.003
Si -6.802 6.776 16.304 -0.002 -0.005 -0.01
Si 6.814 -6.806 16.274 0.001 -0.003 -0.02
Si -6.786 -4.064 16.281 -0.003 0.006 -0.007
Si -4.079 -1.395 16.315 -0.011 0 -0.01
Si -1.357 1.332 16.35 -0.01 0.001 -0.002
Si -4.087 4.074 16.316 0.002 -0.002 -0.01
Si -1.309 6.814 16.34 0.015 0.017 0.013
Si -4.044 9.55 16.263 -0.009 0.006 -0.01
Si -1.389 -4.082 16.336 -0.014 -0.001 0.003
Si 2.692 0.004 17.755 -0.017 0.013 -0.002
Si 5.43 2.786 17.772 -0.012 0.016 0.03
Si 2.746 5.455 17.705 0.019 0.002 0.004
Si 5.485 8.12 17.616 -0.01 -0.003 0.018
Si 2.696 -5.437 17.633 -0.007 0.004 0.003
Si 5.394 -2.668 17.665 -0.022 -0.006 0.001
Si 8.165 -0.033 17.69 -0.01 0.004 0.017
Si -5.51 2.727 17.633 -0.027 -0.013 -0.023
Si 8.164 5.391 17.673 0.028 0.02 -0.01
Si -5.41 8.187 17.562 0.007 -0.016 -0.007
Si 8.136 -5.391 17.602 0.02 -0.001 0.016
Si -5.411 -2.769 17.69 -0.001 0.001 0.009
Si -2.741 -0.046 17.691 0.021 0.006 0.014
Si 0.064 2.666 17.681 0.015 -0.008 -0.011
Si -2.684 5.429 17.643 -0.038 -0.023 0.017
Si 0.041 -8.136 17.745 0.016 -0.023 0.001
Si -2.743 -5.448 17.72 -0.006 0.004 0.027
Si -0.037 -2.687 17.661 0.005 0.012 0.016
Si 1.312 1.301 19.171 -0.017 0.01 0.007
Si 4.05 4.168 19.184 0.027 -0.028 -0.029
Si 1.469 6.849 19.101 -0.001 0.027 -0.018
Si 4.122 -6.81 18.899 -0.023 0.005 -0.036
Si 1.336 -4.044 18.975 0.019 -0.006 -0.028
Si 4.067 -1.34 19.111 0.005 -0.009 -0.01
Si 6.861 1.396 19.037 0.008 0 -0.041
Si -6.805 4.064 19.083 -0.003 -0.009 -0.009
Si 6.799 6.731 19.013 -0.007 -0.003 -0.011
Si -6.784 9.555 18.868 0.01 0.001 -0.03
Si 6.772 -4.022 18.967 0.004 0.011 -0.027
Si 9.513 -1.461 19.034 0.008 -0.004 -0.035
Si -4.19 1.329 18.932 -0.029 -0.019 -0.031
Si -1.279 4.056 18.963 0.016 0.045 -0.017
Si -4.043 6.859 18.922 -0.002 0.02 -0.049
Si -1.352 -6.772 19.085 0.012 -0.003 -0.009
Si -4.123 -4.141 19.139 -0.01 0.016 -0.005
Si -1.415 -1.418 19.101 -0.006 -0.014 -0.02
Si -0.115 -0.065 20.55 0.004 -0.012 0.055
Si 2.68 2.704 20.499 0.034 0.018 0.036
Si 0.044 5.469 20.355 0.003 -0.002 0.045
Si 2.944 8.201 20.425 0.01 -0.063 0.053
Si 0.006 -5.362 20.393 0.006 0.011 0.042
Si 2.656 -2.73 20.413 -0.01 -0.005 0.047
Si 5.5 0.049 20.384 0.011 0.02 0.041
Si 8.2 2.696 20.518 -0.008 0.003 0.06
Si 5.479 5.533 20.582 -0.014 -0.031 0.013
Si 8.2 8.189 20.167 0.005 -0.014 0.037
Si 5.401 -5.404 20.237 -0.023 -0.002 0.039
Si 8.149 -2.815 20.427 0.015 0.011 0.044
Si -5.481 -0.062 20.355 0.01 -0.004 0.037
Si -2.749 2.669 20.16 0.008 -0.012 0.009
Si -5.405 5.532 20.273 -0.008 0.012 0.056
Si -2.726 -8.159 20.392 -0.009 0.008 0.052
Si -5.561 -5.524 20.43 -0.019 0.007 0.082
Si -2.732 -2.828 20.52 0.017 0.002 0.065
Si 1.047 -1.701 21.814 0.047 0.118 -0.751
Si 4.361 1.6 21.732 -0.11 -0.099 -0.742
Si 1.335 4.153 21.787 -0.052 -0.197 -0.669
Si 4.637 7.338 21.948 -0.149 -0.157 -0.698
Si 1.699 -6.496 21.51 0.03 -0.066 -0.761
Si 3.864 -4.326 21.646 0.066 0.178 -0.75
Si 7.092 -1.123 21.653 -0.133 -0.086 -0.791
Si -6.961 1.051 21.792 0.061 0.199 -0.728
Si 6.578 3.838 21.812 0.163 0.122 -0.732
Si -6.609 7.1 21.553 -0.008 -0.16 -0.702
Si 6.831 -6.766 21.447 -0.006 0.002 -0.434
Si 9.052 -4.566 21.794 0.115 0.096 -0.745
Si -4.035 -1.293 21.722 -0.092 -0.214 -0.647
Si -1.931 1.034 21.627 0.29 -0.021 -0.72
Si -3.707 4.391 21.384 -0.088 0.034 -0.751
Si -1.516 6.615 21.682 0.177 0.213 -0.692
Si -4.367 -7.102 21.695 0.103 0.2 -0.763
Si -1.156 -3.956 21.931 -0.181 -0.14 -0.705
Si -0.051 1.344 -2.957 0.009 0.033 0.24
Si 0.124 5.382 -2.17 0.017 -0.038 0.098
Si 3.213 -1.562 -4.561 0.045 -0.016 0.101
Si 4.373 -5.985 -4.064 0.036 0.103 0.028
Si 5.551 6.811 -6.862 -0.057 -0.087 0.024
Si -7.368 -3.701 -2.887 -0.06 -0.07 0.146
Si 2.86 5.817 -3.665 -0.05 0.051 0.123
Si 3.239 4.927 -6.441 0.019 0.066 -0.059
Si -8.103 1.421 -3.921 -0.055 0.008 -0.047
Si -4.109 -0.61 -2.758 -0.038 0.073 0.064
Si 5.819 -1.182 -5.802 0.083 0.036 0.018
Si -8.036 -2.637 -6.348 0.091 0.096 -0.027
Si -5.615 4.48 -4.376 -0.068 -0.092 0.045
Si 6.607 -7.759 -4.422 -0.08 0.136 -0.058
Si -1.654 -7.979 -4.578 -0.011 0.058 0.036
Si -3.546 3.85 -6.501 0.095 0.076 -0.037
Si -5.649 1.643 24.671 -0.009 -0.05 -0.08
Si 5.467 5.345 -2.046 0.001 0.07 0.041
Si -5.985 -0.452 -5.031 -0.107 -0.069 -0.094
Si -5.403 -3.189 23.93 0.022 0.041 -0.205
Si 2.734 5.986 23.843 0.071 0.028 -0.039
Si 1.54 -1.028 -6.934 0.043 0.021 -0.151
Si 5.306 -2.549 23.803 -0.11 -0.057 -0.231
Si -1.269 -1.421 -3.81 -0.057 0.067 -0.018
Si -5.413 -5.091 -4.778 -0.085 -0.006 0.015
Si 0.337 8.017 23.741 -0.051 -0.139 -0.138
Si 2.919 -3.898 -2.491 0.104 0.05 -0.004
Si -3.609 6.073 25.928 -0.069 -0.003 0.037
Si 7.18 -1.129 -2.879 -0.081 -0.158 0.052
Si -7.952 -7.926 -2.021 0.09 0.041 0.164
Si 1.31 1.163 25.549 -0.038 0.122 -0.009
Si -5.634 -7.462 -6.4 0.027 0.038 0.013
Si -1.115 -5.994 -6.732 0.045 -0.093 -0.048
Si 6.982 -4.929 -4.55 -0.059 -0.035 0.044
Si -0.954 3.884 -4.611 -0.099 -0.103 0.035
Si -4.918 2.271 -2.212 0.004 0.035 0.25
Si 2.463 -7.862 -5.001 -0.062 -0.011 -0.104
Si -3.555 -0.084 25.989 0.038 0.039 -0.051
Si -4.532 7.225 -4.082 -0.079 0.151 -0.005
Si 7.672 4.353 -3.949 0.02 0.029 0.043
Si -1.381 -0.987 -6.832 0.015 -0.009 0.022
Si -5.197 -6.808 -2.373 -0.067 -0.047 0.012
Si -0.524 2.536 23.817 0.111 0.122 -0.094
Si -3.094 -5.373 24.028 0.074 0.007 -0.134
Si -4.96 4.233 24.047 0.067 0.165 0.112
Si 2.736 0.168 -2.184 -0.133 -0.04 0.075
Si 5.995 4.025 -6.625 0.038 0.064 -0.05
Si 6.844 1.265 -6.803 -0.099 0.027 -0.087
Si -7.862 5.325 23.766 -0.077 0.059 -0.161
Si -0.046 -4.011 -2.435 -0.077 0.075 0.022
Si 0.749 -6.259 25.862 -0.002 -0.026 -0.122
Si 0.18 7.685 -6.778 -0.039 0.12 -0.067
Si 3.082 -0.385 23.867 0.007 0.025 -0.25
Si 0.287 -6.787 -2.944 0.049 -0.034 0.227
Si 1.343 -1.39 5.437 0.002 0 0.021
Si 4.093 1.369 5.444 -0.01 0.018 0.001
Si 1.339 4.095 5.466 -0.01 0.011 0.016
Si 4.084 6.811 5.447 -0.016 -0.005 -0.001
Si 1.369 9.523 5.469 0.002 -0.002 0.011
Si 4.078 -4.068 5.461 0.018 0.002 0.006
Si 6.823 -1.381 5.482 0.002 -0.024 0.028
Si 9.53 1.358 5.432 -0.003 -0.014 0.007
Si 6.769 4.072 5.462 0.014 -0.002 0.007
Si -6.79 6.826 5.459 -0.005 -0.015 0.006
Si 6.8 -6.796 5.428 0.004 -0.001 -0.004
Si -6.794 -4.077 5.418 -0.008 0.005 0.007
Si -4.082 -1.358 5.402 0.012 0.014 -0.003
Si -1.402 1.375 5.454 -0.002 0 0.018
Si -4.093 4.066 5.453 0.001 0.002 0.001
Si -1.342 6.787 5.423 -0.006 -0.003 0.001
Si -4.055 -6.83 5.421 0.005 -0.007 -0.002
Si -1.349 -4.053 5.403 0.007 0.005 0.004
Si 2.714 -0.007 6.779 0.003 -0.011 -0.001
Si 5.426 2.72 6.831 0.002 0.004 0
Si 2.709 5.46 6.808 -0.001 0.003 -0.002
Si 5.453 -8.157 6.803 0.006 0.004 -0.003
Si 2.734 -5.442 6.82 -0.002 -0.006 -0.007
Si 5.44 -2.723 6.824 0.007 0.002 0.013
Si 8.179 0.002 6.81 -0.003 -0.002 -0.003
Si -5.445 2.711 6.812 0.007 0.006 0.001
Si -8.158 5.438 6.793 0.01 0.008 -0.001
Si -5.423 -8.152 6.814 -0.003 -0.002 -0.005
Si -8.164 -5.429 6.787 -0.007 0.017 -0.003
Si -5.428 -2.724 6.778 0 -0.014 -0.004
Si -2.749 0.001 6.799 0 0.012 0.003
Si -0.017 2.719 6.808 -0.006 -0.009 0.005
Si -2.713 5.433 6.789 -0.003 -0.006 -0.008
Si -0.006 8.158 6.802 0.01 0.011 -0.001
Si -2.706 -5.436 6.763 0 0.003 -0.004
Si -0.005 -2.729 6.811 0.002 0 0.001
Si 1.352 1.351 8.148 -0.002 0.003 -0.002
Si 4.061 4.087 8.169 -0.013 -0.007 0.001
Si 1.356 6.812 8.172 0.006 0.005 0
Si 4.095 -6.802 8.171 -0.008 0.011 0.005
Si 1.361 -4.084 8.168 0.004 -0.006 0
Si 4.075 -1.35 8.16 0.008 -0.001 -0.009
Si 6.808 1.36 8.167 0.015 0.005 0.005
Si -6.801 4.081 8.161 0 -0.007 -0.002
Si 6.807 6.798 8.16 0.003 -0.005 -0.007
Si -6.797 -6.787 8.151 0.007 0.004 -0.006
Si 6.798 -4.088 8.17 -0.013 -0.01 0.001
Si -6.787 -1.37 8.157 -0.006 0.013 -0.004
Si -4.091 1.356 8.176 -0.014 -0.013 -0.001
Si -1.366 4.081 8.169 0 0.002 -0.004
Si -4.07 6.791 8.158 0.006 0.004 0.004
Si -1.363 -6.795 8.148 0.004 -0.011 -0.004
Si -4.07 -4.084 8.136 0.005 0.004 -0.004
Si -1.369 -1.354 8.153 -0.004 0.001 -0.001
Si -0.006 0 9.518 0.007 0.001 -0.003
Si 2.704 2.716 9.516 -0.004 -0.006 -0.003
Si -0.002 5.441 9.524 0.001 0 -0.005
Si 2.725 -8.156 9.526 -0.003 0.004 -0.002
Si 0 -5.446 9.518 0.003 -0.005 0.001
Si 2.719 -2.715 9.522 -0.003 0.006 -0.001
Si 5.439 0.002 9.52 -0.014 -0.001 -0.001
Si -8.157 2.722 9.523 0.006 0.008 -0.002
Si 5.438 5.443 9.517 0.005 0.001 -0.002
Si -8.151 -8.157 9.516 -0.003 0.001 -0.002
Si 5.442 -5.439 9.537 0.017 -0.004 0.003
Si -8.159 -2.721 9.516 -0.006 -0.009 -0.003
Si -5.445 -0.006 9.529 0.007 0.003 0.003
Si -2.723 2.717 9.53 0.001 -0.001 -0.001
Si -5.431 5.434 9.521 -0.001 -0.004 -0.005
Si -2.714 8.158 9.512 -0.012 0.008 -0.002
Si -5.435 -5.432 9.507 -0.008 0 0.003
Si -2.722 -2.722 9.509 0.006 -0.002 -0.001
Si 1.356 -1.357 10.88 -0.001 -0.003 0.002
Si 4.07 1.36 10.872 0.008 0.013 -0.003
Si 1.353 4.076 10.883 -0.005 -0.001 0.003
Si 4.082 -9.521 10.882 -0.006 0.003 -0.002
Si 1.363 -6.798 10.882 0.007 -0.001 -0.001
Si 4.077 -4.07 10.89 -0.005 -0.005 0.002
Si 6.796 -1.362 10.877 0.013 0.004 -0.002
Si -6.804 1.359 10.885 -0.013 -0.003 -0.001
Si -9.521 4.082 10.873 -0.001 -0.011 -0.002
Si -6.791 -9.523 10.875 0.013 -0.003 0.003
Si -9.515 -6.804 10.883 -0.008 0.007 0.002
Si -6.798 -4.079 10.872 0.003 0.002 -0.001
Si -4.077 -1.361 10.877 -0.009 0 -0.003
Si -1.357 1.361 10.889 0 0 0.005
Si -4.08 4.074 10.894 -0.003 0.004 0.002
Si -1.36 6.799 10.884 0.005 0.007 -0.003
Si -4.078 9.519 10.862 0.001 -0.009 -0.004
Si -1.359 -4.079 10.869 0.001 0.001 -0.003
Si 2.714 0.006 12.242 0.003 0.003 -0.004
Si 5.433 2.72 12.221 -0.005 -0.002 -0.001
Si 2.722 5.432 12.236 0.003 -0.008 0.001
Si 5.438 -8.158 12.241 0.01 -0.005 -0.001
Si 2.71 -5.431 12.246 -0.009 -0.006 0.006
Si 5.436 -2.707 12.253 0.004 0.003 0.003
Si 8.147 0.003 12.238 -0.002 0.004 0.006
Si -5.44 2.709 12.251 -0.004 -0.008 0.001
Si -8.156 5.435 12.232 -0.008 0.003 0.002
Si -5.423 -8.165 12.23 -0.001 0.019 0.003
Si -8.156 -5.439 12.237 0.006 -0.008 0.005
Si -5.446 -2.714 12.228 0.007 0.004 0.005
Si -2.717 -0.005 12.243 0.003 -0.001 -0.002
Si 0 2.724 12.255 0.009 0.007 -0.003
Si -2.711 5.433 12.252 -0.005 0.002 0
Si 0.01 8.154 12.237 -0.001 0 0
Si -2.719 -5.443 12.219 -0.01 -0.003 -0.004
Si -0.003 -2.721 12.235 0 -0.003 0.004
Si 1.366 1.369 13.613 -0.006 0 0.003
Si 4.085 4.071 13.591 0.018 -0.01 -0.003
Si 1.365 6.787 13.598 0.008 0.004 0.005
Si 4.071 -6.797 13.596 -0.005 0.004 0.001
Si 1.346 -4.073 13.609 0 0.008 0.001
Si 4.071 -1.34 13.615 -0.01 0.007 0.008
Si 6.77 1.357 13.589 -0.007 0.019 -0.005
Si -6.811 4.066 13.603 0.003 0.004 0.006
Si 6.802 -9.524 13.587 -0.004 -0.001 0.007
Si -6.786 -6.806 13.581 0.007 -0.011 0.002
Si 6.802 -4.076 13.598 0.012 -0.009 0.006
Si 9.515 -1.352 13.589 -0.008 0.008 0.001
Si -4.074 1.349 13.61 0.008 -0.012 0.003
Si -1.355 4.076 13.629 -0.002 0.003 0.006
Si -4.065 6.801 13.605 0 -0.004 0.002
Si -1.352 9.523 13.578 0.003 0.003 0.004
Si -4.078 -4.075 13.567 -0.012 -0.001 -0.001
Si -1.356 -1.365 13.602 -0.002 -0.005 0.002
Si -0.001 0.005 14.96 0.016 0.006 0.003
Si 2.745 2.718 14.975 0.002 0.015 0.004
Si 0.027 5.431 14.984 -0.001 -0.015 -0.001
Si 2.713 8.156 14.954 0.001 -0.005 0.001
Si -0.025 -5.436 14.962 -0.005 -0.008 0
Si 2.703 -2.702 14.963 -0.007 -0.005 0
Si 5.41 0.038 14.99 -0.002 0.005 0.002
Si 8.125 2.702 14.95 -0.006 -0.024 -0.004
Si 5.444 5.431 14.942 0.003 0.009 -0.004
Si 8.175 -8.172 14.934 0.008 0.002 0.001
Si 5.431 -5.434 14.95 -0.003 -0.001 0.008
Si 8.153 -2.698 14.953 0.006 0.005 -0.001
Si -5.439 -0.016 14.963 -0.003 0.008 -0.004
Si -2.716 2.701 14.983 -0.003 -0.006 -0.01
Si -5.437 5.43 14.945 -0.007 -0.001 0.003
Si -2.678 8.16 14.953 -0.002 0.004 0.003
Si -5.431 -5.428 14.922 0.013 -0.002 -0.003
Si -2.724 -2.736 14.944 0.004 0.009 0.002
O 5.588 0.292 -6.462 -0.685 0.133 -0.04
O 1.844 -1.073 23.085 0.042 0.186 0.306
O -0.929 7.228 23.096 -0.382 -0.188 0.316
O 6.675 -5.585 25.801 0.567 0.022 -0.473
O 1.335 -7.353 -3.995 -0.131 0.049 0.062
O -7.53 6.551 22.775 -0.496 0.211 0.287
O 0.904 -7.243 22.694 -0.356 0.038 0.253
O -5.51 7.673 -5.305 -0.229 -0.317 -0.33
O -2.752 -2.713 -0.306 0.089 0.009 -0.18
O 2.879 8.112 -0.533 0.096 -0.114 -0.495
O 7.89 -5.695 22.203 -0.029 -0.034 0.241
O -1.74 -6.549 -5.347 -0.46 0.317 0.338
O -7.191 4.911 -4.423 -0.253 0.527 -0.094
O -2.964 -0.124 22.167 0.255 0.219 0.423
O -6.804 -6.794 -2.209 -0.456 0.519 0.002
O -1.712 1.947 22.944 -0.414 0.114 0.239
O -0.008 -0.121 -0.218 -0.113 -0.175 0.148
O 5.778 4.164 -0.992 -0.166 -0.118 -0.289
O 8.072 -2.749 -0.147 -0.07 -0.004 -0.301
O 4.06 6.84 23.419 0.182 -0.039 0.653
O -4.037 1.02 -2.749 0.677 0.061 -0.42
O 5.36 -4.765 -4.505 -0.114 0.356 -0.182
O -0.472 -2.668 -3.185 0.043 -0.013 -0.287
O -5.518 5.344 -0.488 -0.152 0.184 -0.204
O 7.223 4.46 23.184 -0.169 -0.22 0.412
O -5.098 -1.184 -3.896 -0.163 -0.384 0.06
O 0.416 -4.71 25.454 0.039 0.034 -0.278
O -8.109 -0.054 22.198 -0.05 -0.14 0.215
O -4.435 -6.314 -1.053 -0.168 0.421 0.072
O -5.484 8.117 22.181 0.017 0.022 0.347
O 4.639 -3.754 22.958 0.201 -0.248 0.368
O 7.203 -7.304 -1.118 -0.135 -0.294 -0.209
O -4.604 -1.112 -1.301 -0.678 0.045 0.016
O 6.358 -1.371 -1.499 -0.61 0.005 -0.178
O 3.905 0.878 -1.302 0.241 0.025 -0.114
O 3.947 -3.493 -1.313 0.324 0.609 -0.023
O -2.605 8.157 -0.394 -0.087 0.111 -0.255
O -6.186 1.637 -1.397 -0.011 -0.363 -0.218
O -0.645 7.4 -5.416 0.063 -0.633 0.144
O 2.687 2.82 -0.25 0.16 0.171 -0.406
O 6.017 -3.117 25.119 0.403 0.238 0.139
O 1.781 2.654 25.921 0.358 -0.024 0.291
O -0.988 1.692 -1.649 -0.481 0.484 -0.254
O -6.648 0.817 -4.272 0.277 0.287 0.171
O -4.64 0.4 24.889 0.001 -0.207 -0.376
O 6.159 7.435 -5.492 0.153 -0.157 0.065
O -4.812 7.983 -2.692 -0.11 -0.223 0.539
O 0.016 4.51 -5.726 0.405 0.371 0.345
O 4.173 -1.497 24.213 -0.285 0.05 0.213
O 2.086 -1.084 -1.337 0.028 -0.465 -0.255
O 0.021 -4.86 -6.483 0.063 0.241 0.537
O 1.491 5.976 -2.816 0.157 0.369 -0.209
O 5.524 -5.402 -0.402 0.06 -0.105 -0.096
O -0.422 -0.08 -3.605 0.37 -0.122 -0.125
O -4.684 -5.896 -3.588 0.805 -0.111 -0.01
O 2.905 -2.943 -3.788 -0.203 -0.222 -0.141
O -0.377 2.457 -4.091 0.02 -0.128 -0.216
O 0.084 -0.332 -7.037 0.02 0.638 -0.158
O 0.845 -6.815 -1.434 -0.236 0.132 -0.049
O 7.674 -3.792 -5.414 -0.22 0.178 -0.173
O 6.827 5.342 -2.956 0.443 0.245 0.086
O -1.205 3.19 25.12 -0.132 -0.219 0.014
O 6.45 -1.8 22.972 0.236 0.056 0.408
O 3.722 0.827 23.011 -0.168 0.227 0.221
O 3.254 7.288 -4.202 0.306 0.177 -0.047
O -4.264 -4.52 -5.772 0.417 0.476 0.152
O -6.943 1.789 25.63 -0.303 -0.224 -0.006
O -5.404 3.177 -3.452 0.004 -0.143 -0.221
O 8.053 2.836 -0.395 0.143 0.081 -0.086
O -4.221 5.588 24.506 0.15 0.394 -0.444
O -1.805 -4.692 23.264 0.088 -0.242 0.364
O 8.032 2.901 -3.31 0.119 0.169 0.489
O 6.909 -1.88 -6.788 -0.071 -0.251 -0.724
O 3.339 -5.402 -2.964 -0.32 -0.25 0.333
O 7.665 -4.696 -3.082 -0.187 -0.173 0.417
O 2.45 5.088 22.527 0.351 0.037 -0.189
O -1.996 0.004 25.572 -0.04 0.113 -0.356
O -7.308 7.095 -1.308 -0.036 -0.291 -0.324
O 2.36 -6.423 25.665 -0.015 -0.239 -0.385
O -3.698 -6.503 23.047 0.207 -0.146 0.247
O -4.752 5.68 -3.745 0.277 -0.239 0.169
O 5.112 6.676 -1.171 0.38 0.383 -0.299
O 7.529 1.425 -5.37 0.232 0.04 0.098
O -4.157 -6.95 -6.857 0.514 -0.472 -0.108
O -0.902 4.853 -3.303 -0.532 0.072 -0.002
O -4.81 -1.981 23.004 -0.358 0.332 0.158
O 2.58 0.226 25.267 0.402 -0.15 0.661
O 4.365 -1.854 -5.663 -0.124 -0.355 -0.419
O 0.643 4.212 -1.18 -0.357 -0.209 -0.309
O 1.449 -3.878 -1.821 -0.048 0.037 0.346
O -2.432 3.786 -5.302 -0.028 -0.137 0.033
O 6.375 -1.266 -4.271 -0.042 -0.079 0.055
O -2.658 -1.233 -3.031 -0.024 0.151 0.114
O -4.992 0.215 -6.108 0.05 -0.002 0.173
O 0.452 1.3 24.182 -0.239 -0.184 -0.212
O -6.61 -3.948 23.157 -0.201 0.135 0.472
O -0.022 -5.273 -3.418 -0.314 0.222 -0.395
O 7.732 7.957 -3.437 0.277 -0.364 -0.154
O -1.057 -4.413 -1.25 -0.161 -0.394 -0.193
O -4.197 -4.216 24.254 0.102 0.206 0.533
O -6.588 -4.067 -1.507 0.432 -0.164 -0.219
O -6.223 1.524 23.163 0.45 0.121 0.276
O -2.493 0.154 -6.961 0.098 0.248 -0.165
O -0.683 6.469 -1.284 0.253 0.285 -0.343
O -6.551 4.412 23.877 -0.103 -0.197 -0.021
O 7.617 0.421 -2.81 -0.171 0.297 0.468
O 5.35 -7.187 -3.542 -0.178 -0.286 0.525
O -7.877 -2.157 -2.925 0.273 0.182 -0.163
O 3.509 -6.65 -5.277 -0.162 0.185 -0.418
O -3.025 7.537 -4.517 -0.079 -0.336 -0.019
O 3.995 6.35 -6.712 -0.064 0.591 -0.115
O 5.804 -7.828 22.255 0.006 -0.017 0.407
O -6.31 -3.943 -4.103 0.185 0.547 -0.459
O 2.758 -5.422 22.171 0.147 -0.325 0.453
O -2.582 5.416 22.01 -0.005 -0.176 -0.007
O 6.661 4.107 -5.169 -0.219 -0.282 0.251
O -1.069 -7.668 -3.1 -0.249 -0.172 0.283
O -1.495 -1.696 -5.386 -0.236 -0.331 -0.231
O -4.996 4.227 -5.856 -0.302 0.064 -0.487
O 1.73 7.977 -6.366 0.562 -0.265 -0.164
O 1.494 6.971 24.133 -0.026 -0.026 0.275
O 0.355 3.603 22.977 -0.321 -0.028 0.331
O -3.411 7.668 25.95 -0.171 0.06 -0.399
O -0.039 -2.818 22.373 -0.016 0.199 0.2
O -0.116 -2.021 25.636 0.137 0.02 -0.401
O 4.102 5.115 -2.888 -0.103 -0.418 -0.029
O -4.38 3.686 22.663 -0.243 -0.332 -0.171
O -6.015 -2.66 25.348 -0.4 -0.04 0.147
O -0.057 -7.385 25.013 -0.429 0.026 0.233
O 1.54 1.216 -2.582 -0.138 0.464 0.038
O 5.435 2.734 22.259 -0.168 0.043 0.431
O 2.607 4.898 -4.959 -0.603 -0.271 0.03
O -2.79 -6.097 25.462 0.05 0.172 0.362
O 1.985 -0.937 -5.393 -0.346 0.269 0.241
O -4.765 2.967 25.023 0.557 0.141 0.487
O 6.86 8.004 25.71 0.243 0.046 -0.568
O -7.043 -1.504 -5.697 0.069 -0.055 -0.1
O -8.162 5.876 25.235 0.264 -0.127 0.124
O 2.875 5.014 25.142 0.559 -0.238 -0.048
O 3.535 -0.433 -3.452 0.389 0.189 -0.086
O 7.231 -6.428 -5.132 0.141 -0.186 -0.676
O -4.042 3.236 -1.222 0.615 0.016 -0.076
O -6.299 -6.16 -5.661 -0.742 0.039 -0.14
O 4.392 3.807 -6.546 -0.264 -0.621 0.075

Results
total energy: -101653.057 eV
total energy less fixed offsets of O -438.25, Si -107.07 eV per atom: 0.143 eV
